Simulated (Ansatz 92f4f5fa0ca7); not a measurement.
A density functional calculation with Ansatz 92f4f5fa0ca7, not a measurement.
Periodic cell of 219 atoms, Si133O78N8, from a study of silicon, its oxide and their interface. The atomic structure is a simulated model.
Doubt: the cutoff is far below the 930 eV that the study's wrapper takes by default for these files, so forces and energies are approximate.
This geometry differs little from another in the collection (a relaxation step or a small displacement).

Settings
functional: PBE
potential files: Ansatz PAW
basis: plane waves
wave-function cutoff: 580 eV
density cutoff ratio: 5
exchange-correlation grid ratio: 1
k mesh: 1 x 1 x 1, Gamma-centred
self-consistency stop: 5e-08 eV per atom in the density residual
occupations: fixed
spin: none
net charge: 0

Cell vectors (angstrom)
a 10.938 0 0
b 0 10.938 0
c 0 0 31.3173

Atoms: element, x, y, z (angstrom)
Si 0.1821 -0.3833 24.0184
Si 5.0561 0.212 23.7615
Si 2.9106 2.5654 23.9383
Si 7.8386 3.0652 23.7356
Si -0.4813 5.6709 23.8398
Si 5.5398 5.262 23.8381
Si 2.5422 8.3475 23.9054
Si 8.2858 8.001 23.7777
Si 1.2936 1.3651 25.1786
Si 6.7967 1.3207 24.9905
Si 4.0871 4.0824 25.2503
Si 9.3711 4.1378 25.2217
Si 1.3187 6.7096 25.0769
Si 6.7485 6.8347 25.1272
Si 4.0331 9.608 25.2676
Si 9.4591 9.4848 25.2114
Si 2.6767 0.0443 26.5879
Si 8.1602 0.0242 26.4922
Si -0.0624 2.7801 26.5069
Si 5.498 2.6866 26.5173
Si 2.7106 5.464 26.5378
Si 8.1071 5.5358 26.5827
Si 0.0158 8.1598 26.5168
Si 5.4522 8.2319 26.5299
Si 4.1018 1.3673 27.8991
Si 9.5708 1.3673 27.8991
Si 1.3673 4.1018 27.8991
Si 6.8362 4.1018 27.8991
Si 4.1018 6.8362 27.8991
Si 9.5708 6.8362 27.8991
Si 1.3673 9.5708 27.8991
Si 6.8362 9.5708 27.8991
Si 0 0 29.2663
Si 5.469 0 29.2663
Si 2.7345 2.7345 29.2663
Si 8.2035 2.7345 29.2663
Si 0 5.469 29.2663
Si 5.469 5.469 29.2663
Si 2.7345 8.2035 29.2663
Si 8.2035 8.2035 29.2663
Si 1.3673 1.3673 30.6336
Si 6.8362 1.3673 30.6336
Si 4.1018 4.1018 30.6336
Si 9.5708 4.1018 30.6336
Si 1.3673 6.8362 30.6336
Si 6.8362 6.8362 30.6336
Si 4.1018 9.5708 30.6336
Si 9.5708 9.5708 30.6336
Si 2.7345 0 0.6835
Si 8.2035 0 0.6835
Si 0 2.7345 0.6835
Si 5.469 2.7345 0.6835
Si 2.7345 5.469 0.6835
Si 8.2035 5.469 0.6835
Si 0 8.2035 0.6835
Si 5.469 8.2035 0.6835
Si 4.1018 1.3673 2.0507
Si 9.5708 1.3673 2.0507
Si 1.3673 4.1018 2.0507
Si 6.8362 4.1018 2.0507
Si 4.1018 6.8362 2.0507
Si 9.5708 6.8362 2.0507
Si 1.3673 9.5708 2.0507
Si 6.8362 9.5708 2.0507
Si 0 0 3.418
Si 5.469 0 3.418
Si 2.7345 2.7345 3.418
Si 8.2035 2.7345 3.418
Si 0 5.469 3.418
Si 5.469 5.469 3.418
Si 2.7345 8.2035 3.418
Si 8.2035 8.2035 3.418
Si 1.4292 1.3185 4.7198
Si 6.845 1.3909 4.8701
Si 4.0435 4.2039 4.7065
Si 9.6717 4.0348 4.7976
Si 1.429 6.7672 4.9193
Si 6.8535 6.8232 4.7603
Si 4.1681 9.5127 4.7782
Si 9.5556 9.5897 4.7707
Si 2.8253 -0.0136 6.0635
Si 8.2479 -0.0401 6.2821
Si 0.2238 2.7 6.1659
Si 5.4835 3.0258 6.0243
Si 2.9282 5.3787 6.4309
Si 8.2815 5.4585 6.0412
Si -0.0028 8.2488 6.1286
Si 5.5747 8.2194 6.1908
Si 4.0977 1.6059 7.2089
Si 9.9808 1.1209 7.4281
Si 1.9072 3.5526 7.7234
Si 6.7364 4.4897 7.5241
Si 4.6238 6.6667 7.6862
Si 9.3744 7.007 7.4024
Si 1.2183 9.8132 7.3852
Si 7.1533 9.2336 7.6965
O 4.1331 1.5574 23.4943
O 9.4261 6.8706 23.2666
N 3.0293 2.3287 8.4324
O 6.4204 9.8918 9.0637
O 12.2698 4.69 20.522
O 5.489 7.9259 20.9724
N 6.0235 5.8589 8.4573
O 7.4138 3.4559 8.5957
O 5.4631 0.9302 7.8653
N 8.1057 7.8504 8.3297
O 3.9334 7.4729 8.9531
O 1.075 4.1285 9.0189
O 11.0572 -0.0257 7.9235
O 7.8683 7.2026 12.9907
O 8.5673 2.5263 22.3608
O -0.1957 10.8541 22.4497
O 6.6832 4.1812 23.2715
O 2.3128 3.3193 22.5909
O 7.4996 8.811 22.5351
N 5.0579 10.3217 22.1973
Si 12.8498 4.0222 14.9735
Si 9.3962 2.0953 21.0272
Si 9.0841 4.8152 11.2481
Si 20.7602 10.358 15.3999
Si 8.5201 1.4064 13.7947
Si 3.249 1.7487 10.1032
Si -1.9892 8.2747 17.6585
Si -4.9821 11.4391 9.3522
Si 10.3811 2.2204 15.854
Si 2.047 10.165 11.5513
Si 19.4204 13.4187 18.2454
Si 0.7798 7.2994 17.7818
Si 11.9003 3.7048 21.7507
Si 5.3656 8.5979 14.081
Si 4.1685 7.0886 21.5138
Si 6.2822 9.2734 21.5098
Si 7.447 -2.5216 12.0232
Si 18.1431 17.7404 9.4653
Si -2.1403 6.2249 13.8612
Si 13.9248 -3.6237 12.4904
Si 8.2395 2.4669 9.5789
Si 9.9788 10.1809 12.4575
Si 6.8581 6.6205 16.1599
Si 0.4004 5.5321 9.4801
Si 1.904 -1.0758 19.0701
Si 0.8468 11.5093 21.3633
Si 2.4057 5.3114 19.4883
Si 8.1875 -0.2463 19.4989
Si 3.5015 4.108 12.3029
Si 3.4516 9.9235 21.5728
Si 3.6882 11.1 14.1788
Si 14.2227 3.1954 17.4837
Si 5.7152 13.5675 13.7269
Si 2.52 -2.9945 9.6052
Si 0.8025 6.9616 14.729
Si 6.0395 3.7589 16.7087
Si 1.7129 -10.265 16.6063
O 6.3774 9.2481 12.9479
O -0.8403 7.1492 17.9601
O 10.6255 5.2545 10.915
O 2.3704 11.1401 21.9445
O 1.2602 -2.5437 18.884
O 7.1234 1.9757 13.1967
O 3.175 3.098 11.0452
O 3.4323 6.3327 20.2591
O 4.5767 9.8561 14.7486
O 2.686 11.6195 15.3222
O 2.5287 3.6371 13.5269
O 18.2953 3.4233 17.5859
O 7.2515 1.2458 9.9859
O 9.5364 1.8664 8.8212
O 7.5559 -3.474 17.389
O 8.882 2.9972 19.753
O 2.2044 12.9009 17.5417
O 3.3096 9.7901 19.9297
O 8.115 5.7198 10.2869
O 5.8998 5.4108 16.7331
O 4.6383 1.4133 13.7773
O 10.2311 6.0151 8.4055
O 1.1588 16.3546 14.9134
O 4.8721 2.8371 17.3982
O 11.351 -0.8932 11.6107
O 13.7061 -0.3421 12.9417
O 1.5402 6.6552 9.6033
O 3.1754 5.7161 11.9876
N 3.1253 8.2986 22.2447
O 2.1214 -0.587 17.5442
O 8.7636 3.262 10.8923
O 1.2639 9.3579 23.8483
O 5.0704 14.7455 12.7564
O 17.0426 3.2876 15.1557
O 9.4093 0.785 12.5594
N 0.0133 11.5174 16.0777
O 1.8903 9.1568 8.7321
O 20.7336 2.6886 17.2959
O 1.5861 -4.9743 18.2305
O 9.3931 9.127 16.3444
O 8.4276 0.2208 14.961
O 16.9809 7.7269 15.278
O 8.0075 -5.0576 15.2435
O 10.8883 15.5955 22.6143
O 9.0726 11.4694 20.6324
O -1.9848 4.9315 12.8711
O 8.8857 9.3523 18.882
N 11.1411 2.2123 21.2764
O 13.9902 4.0786 16.1239
O 4.7016 0.9569 10.2965
O 11.7792 -0.1108 19.8721
O 17.7909 10.114 20.2325
O 2.2375 0.5198 10.5267
N 2.6883 8.5216 11.2145
O 1.0628 7.6756 16.1931
O 10.3726 20.6532 13.9889
O 3.2144 4.0624 18.8512
O 7.9567 0.9055 18.3357
O 10.1925 6.9598 14.237
O 9.3449 13.4889 14.628
O 11.7462 2.957 15.4372
O 12.6934 -3.3837 13.5501
O -4.2336 -3.1413 10.6891
O 4.3677 7.5924 13.2884
O 8.7985 9.2944 11.7232
O 4.6765 5.9617 22.6004

Results
free energy: -131993.536 eV
free energy less fixed offsets of N -385.13, O -568.88, Si -635.61 eV per atom: -3.726 eV

Forces (eV/angstrom), in the order of the atoms: element, x, y, z
Si -0.0428 0.1371 0.1323
Si -0.0585 -0.12 0.1779
Si -0.0563 0.0122 0.0376
Si -0.0174 -0.0109 0.0923
Si 0.028 -0.0045 0.0865
Si 0.0105 -0.0019 -0.0152
Si 0.1854 0.0197 0.1721
Si 0.0112 -0.0187 -0.0117
Si -0.0339 -0.0089 -0.0486
Si 0.0503 0.0312 -0.0063
Si -0.0219 0.0255 0.0183
Si -0.0076 0.019 -0.0203
Si -0.0456 -0.0616 -0.0047
Si -0.0158 0.0033 0.0196
Si -0.0477 -0.0052 -0.2382
Si -0.0254 0.016 0.0192
Si 0.0261 0.0274 0.0222
Si -0.011 -0.0019 -0.0151
Si -0.0044 0.0019 0.0003
Si 0.0181 -0.0079 -0.0067
Si -0.0062 -0.0012 -0.022
Si 0.0258 -0.0107 -0.0056
Si -0.0115 -0.026 -0.0238
Si 0.0114 -0.0063 0.0149
Si 0.0943 0.0666 0.1786
Si -0.1684 0.0583 -0.2367
Si -0.2266 -0.052 -0.0075
Si -0.2301 -0.1934 0.2036
Si -0.1224 0.1404 -0.0993
Si 0.0268 0.0132 0.1374
Si -0.251 -0.1588 0.1398
Si -0.0427 0.1546 -0.0503
Si -0.0367 -0.1565 -0.0279
Si -0.0967 -0.0358 0.005
Si 0.0803 -0.0454 -0.0113
Si 0.0011 0.0389 -0.0005
Si -0.0801 -0.0394 0.0069
Si -0.0988 -0.2103 0.0009
Si 0.0096 0.018 0.0053
Si 0.1618 0.0552 -0.014
Si -0.0207 0.0143 -0.0231
Si 0.0068 0.0057 -0.0411
Si -0.0804 0.1209 0.0212
Si 0.0474 -0.0452 -0.0194
Si -0.0068 -0.0097 -0.032
Si -0.0078 0.0505 -0.0302
Si 0.0479 0.0209 -0.0231
Si -0.0802 0.0626 0.0169
Si 0.0527 -0.0461 0.0264
Si 0.0393 -0.0339 0.0144
Si -0.0433 0.044 0.0205
Si 0.0332 -0.0882 -0.0113
Si 0.0297 -0.0349 0.0248
Si 0.0645 -0.0831 0.0257
Si 0.0564 -0.0296 -0.0133
Si -0.1484 0.0643 0.0159
Si 0.0402 0.138 0.0255
Si -0.0037 -0.0009 -0.0397
Si 0.0095 -0.0036 -0.0558
Si -0.0781 0.0665 0.0831
Si 0.0965 0.0054 -0.0911
Si 0.0166 0.172 0.0707
Si -0.1571 -0.0163 0.072
Si 0.1085 0.0637 -0.0126
Si -0.137 -0.0286 -0.2942
Si 0.2168 0.1629 0.3226
Si 0.0342 0.1196 -0.4363
Si 0.3282 -0.3517 0.3732
Si 0.4673 -0.0938 0.4111
Si -0.0773 0.5319 -0.5533
Si 0.089 -0.4759 0.4797
Si -0.0173 0.04 -0.1707
Si -0.0029 0.0128 0.0073
Si 0.0148 -0.0016 -0.0404
Si -0.0088 0.0134 0.0047
Si 0.0031 0.0033 -0.0065
Si 0.0072 0.0078 -0.0143
Si 0.0042 -0.0179 -0.048
Si -0.0243 0.0138 -0.0045
Si -0.0083 0.0062 -0.0229
Si 0.0154 0.0243 0.0235
Si 0.0443 -0.0111 0.0251
Si 0.0227 -0.029 0.0129
Si -0.041 0.0428 0.0442
Si 0.0244 -0.0367 -0.0224
Si -0.0136 0.0597 0.0975
Si -0.0381 -0.0249 0.0244
Si 0.0336 -0.0303 0.0811
Si -0.0673 0.0355 -0.0446
Si -0.0384 0.0226 -0.102
Si 0.0331 -0.0317 -0.0339
Si -0.0052 0.0303 -0.047
Si 0.0258 0.0179 -0.0621
Si -0.0176 0.0069 -0.0899
Si 0.0157 -0.0163 -0.0482
Si -0.0577 0.04 -0.0574
O 0.0175 -0.0087 -0.0558
O -0.0134 0.0248 -0.0528
N 0.0233 -0.0344 0.0512
O -0.0103 -0.0011 0.0145
O 0.0162 -0.0118 -0.0112
O -0.0096 0.0135 0.0047
N 0.0471 -0.0142 0.023
O 0.0008 -0.0081 0.019
O 0.0224 -0.0111 0.0425
N 0.0296 -0.0745 0.0137
O -0.002 0.0151 0.0296
O -0.0059 -0.0001 0.0126
O 0.0198 -0.0199 0.0621
O 0.002 -0.0011 0.002
O 0.0283 -0.0189 -0.0679
O -0.0299 0.0223 -0.1406
O -0.0184 0.015 -0.0412
O -0.0153 0.0045 -0.0385
O -0.0174 0.0148 -0.0201
N 0.024 -0.0492 -0.0944
Si -0.0032 0.0043 -0.0075
Si 0.0049 0.0111 0.0313
Si 0.007 -0.0088 -0.0035
Si -0.0038 0.0065 -0.0128
Si 0.002 0.005 -0.0073
Si 0.012 0.0178 -0.0281
Si -0.004 -0.0018 0.0037
Si 0.006 0.0093 0.0034
Si 0.0024 0.0012 -0.0111
Si 0.0101 -0.011 -0.0151
Si 0.0027 0.0014 0.0054
Si 0.0066 -0.0022 -0.0047
Si -0.0239 0.0231 0.0217
Si 0.0017 -0.0022 -0.0098
Si 0.0011 0.0069 0.0263
Si 0.0025 0.0014 0.0051
Si -0.0164 -0.0012 -0.0029
Si -0.0212 0.0006 0.0183
Si -0.0009 -0.0084 -0.0034
Si -0.0059 0.0026 -0.023
Si -0.0222 -0.0081 0.0016
Si 0.0033 -0.0059 -0.0026
Si -0.0009 0.0029 -0.0045
Si 0.0198 0.0015 0.0198
Si 0.0012 0.011 -0.0006
Si 0.0047 0.006 0.0178
Si -0.0015 -0.0023 0.0153
Si -0.0103 -0.0004 0.0116
Si -0.0088 -0.0011 -0.0053
Si -0.0216 0.0282 0.0246
Si -0.0029 -0.0007 -0.0114
Si -0.0017 0.0037 0.0035
Si -0.0037 -0.001 -0.0071
Si -0.0021 -0.0269 0.0087
Si 0.0076 -0.006 -0.0084
Si 0.0058 -0.0041 0.0005
Si 0.0012 0.0071 -0.0065
O -0.0046 -0.0019 0.0034
O -0.0031 0.0013 -0.0036
O -0.0142 -0.0019 0.0068
O -0.0134 0.0002 0.0004
O -0.0011 -0.0037 -0.0034
O -0.0003 0.0013 -0.0006
O 0.0011 0.0076 0.0042
O -0.0113 -0.0079 -0.0148
O 0 0.0026 -0.0019
O -0.0019 -0.0008 0.0014
O -0.0008 0.0018 0.0029
O -0.0096 0.0001 -0.0077
O 0.0087 0.0155 -0.0176
O -0.0048 0.0128 0.0399
O 0.0034 0.0008 -0.0023
O -0.0054 -0.0057 -0.0252
O 0.0014 -0.0013 -0.001
O -0.0032 -0.0085 -0.0155
O 0.0039 -0.0027 -0.0042
O 0.0008 -0.0025 -0.0007
O 0.0004 -0.0009 -0.0001
O 0.0067 -0.007 0.0099
O -0.003 -0.0046 -0.0009
O 0.0089 0.0049 -0.0037
O -0.0082 0.0014 -0.0033
O 0.0088 0.0071 0.0093
O 0.0002 0.0055 -0.0123
O 0.0032 -0.0031 -0.0029
N 0.0405 -0.0189 -0.1135
O -0.0021 0.0029 -0.0051
O 0.0058 0.0101 0.0038
O 0.0851 -0.0659 0.0044
O 0.0082 -0.0049 -0.0001
O 0.0022 0 0.0047
O -0.0028 0.0004 -0.0001
N 0.0034 -0.0077 0.0013
O -0.0006 0 0.0271
O -0.0044 -0.001 -0.003
O -0.0023 0.0011 -0.0055
O 0.0017 0.0003 -0.0018
O -0.0006 -0.0065 -0.0026
O 0.0021 -0.0006 -0.0011
O -0.0006 -0.0005 0.0001
O 0.0222 -0.0125 -0.0407
O -0.0028 0.0036 -0.0092
O -0.0037 0.0084 0.0067
O -0.0013 0.0017 -0.0056
N -0.0048 -0.0037 -0.0205
O -0.0036 -0.0027 -0.0004
O -0.0109 0.004 -0.0117
O 0.0117 -0.0105 -0.0214
O 0.0084 0.0085 -0.0138
O -0.006 -0.0107 0.0036
N -0.0045 0.0105 0.0165
O -0.003 0.0009 0.0017
O -0.0022 0.0065 0.0072
O -0.0026 0.0038 -0.0059
O 0.0046 0.0017 -0.0042
O 0.0022 0.0006 -0.0013
O 0.0074 -0.0067 0.004
O -0.0065 -0.0041 0.0006
O -0.0076 -0.0017 0.0034
O 0.0051 0.0067 -0.0032
O 0.012 0.0057 0.0037
O 0.0083 0.0026 -0.0052
O -0.0118 0.0106 -0.0181

The program warned: the cutoff lies below the one the program advises for these potential files; the forces do not sum to zero within the program's tolerance; the exchange-correlation potential is rough where the density is thin.
